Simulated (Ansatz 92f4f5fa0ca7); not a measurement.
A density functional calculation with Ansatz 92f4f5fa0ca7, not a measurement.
Periodic cell of 192 atoms, Si128O64, from a study of silicon, its oxide and their interface. The atomic structure is a simulated model.
This geometry differs little from another in the collection (a relaxation step or a small displacement).

Settings
functional: r2SCAN
potential files: Ansatz PAW
basis: plane waves
wave-function cutoff: 800 eV
density cutoff ratio: 5
exchange-correlation grid ratio: 1
k mesh: 1 x 1 x 1, shifted by 0.5 0.5 0 of a step
self-consistency stop: 1e-10 eV per atom in the density residual
occupations: fixed
spin: none
net charge: 0

Cell vectors (angstrom)
a  10.888  0  0
b  0  10.888  0
c  0  0  28.1904

Atoms: element, x, y, z (angstrom)
Si  0.0679  -0.0607  0.2353
Si  2.9762  2.6016  0.0353
Si  -0.2448  5.7836  -0.069
Si  2.4324  8.7994  -0.1462
Si  5.1837  0.3944  0.0779
Si  7.867  3.2882  0.2691
Si  5.6002  5.3684  0.2297
Si  8.5039  8.0806  0.0329
Si  1.3518  1.5127  1.3843
Si  4.0757  4.1221  1.4543
Si  1.4111  6.9681  1.1304
Si  4.0141  9.7166  1.3582
Si  6.7846  1.5135  1.3783
Si  9.5084  4.3662  1.4897
Si  6.8528  6.9697  1.3672
Si  9.536  9.5535  1.5281
Si  -0.0332  2.8653  2.7171
Si  2.6801  0.128  2.7874
Si  0.0821  8.1877  2.7495
Si  2.671  5.5677  2.6296
Si  5.4388  2.7903  2.8298
Si  8.1161  0.0875  2.7287
Si  5.4075  8.2979  2.6621
Si  8.1527  5.6527  2.8567
Si  1.3472  4.1976  4.0642
Si  4.0723  1.4243  4.1567
Si  1.3794  9.578  4.1125
Si  4.0779  6.872  4.0139
Si  6.819  4.1711  4.1301
Si  9.5214  1.4324  4.0605
Si  6.7603  9.6103  4.0843
Si  9.5755  6.9137  4.1729
Si  -0.0228  0.0368  5.43
Si  2.6922  2.7999  5.4492
Si  -0.0062  5.479  5.4901
Si  2.7439  8.1941  5.4385
Si  5.4195  0.0318  5.4892
Si  8.1694  2.7624  5.4552
Si  5.412  5.5037  5.434
Si  8.1515  8.2537  5.4586
Si  1.3547  1.3722  6.7885
Si  4.0835  4.1144  6.811
Si  1.3903  6.8209  6.8077
Si  4.0902  9.5174  6.8318
Si  6.8152  1.3772  6.8109
Si  9.5397  4.0791  6.8324
Si  6.8076  6.8259  6.7918
Si  9.5239  9.5699  6.823
Si  -0.0048  2.6806  8.1751
Si  2.7028  -0.0187  8.1593
Si  0.0072  8.1599  8.1485
Si  2.7131  5.4327  8.1778
Si  5.438  2.7118  8.1584
Si  8.1576  0.0055  8.1818
Si  5.4464  8.1393  8.1779
Si  8.1476  5.4278  8.1592
Si  1.3811  4.0106  9.5135
Si  4.089  1.3154  9.5081
Si  1.362  9.4876  9.5368
Si  4.0923  6.7556  9.5324
Si  6.8148  4.0295  9.5322
Si  9.5337  1.3161  9.5495
Si  6.8212  9.4857  9.516
Si  9.5588  6.7544  9.4909
Si  -0.0139  -0.0721  10.9103
Si  2.7296  2.6404  10.8907
Si  -0.0144  5.3229  10.8486
Si  2.7195  8.0928  10.8899
Si  5.438  -0.0699  10.8636
Si  8.1744  2.6524  10.9138
Si  5.4175  5.3448  10.8808
Si  8.2054  8.1087  10.8386
Si  1.3642  1.2747  12.2508
Si  4.0918  3.9531  12.2883
Si  1.3732  6.6313  12.1796
Si  4.1036  9.4437  12.2402
Si  6.8096  1.2493  12.235
Si  9.5638  3.9683  12.2918
Si  6.8619  6.6898  12.1233
Si  9.5335  9.4221  12.2745
Si  0.0454  2.593  13.6914
Si  2.6984  -0.1123  13.5958
Si  -0.0062  7.9237  13.5209
Si  2.6838  5.2909  13.6233
Si  5.4661  2.5575  13.6357
Si  8.1337  -0.1113  13.6331
Si  5.5422  8.0211  13.4676
Si  8.1248  5.3282  13.5542
Si  1.3958  3.9346  15.1404
Si  4.0783  1.2026  15.003
Si  1.3881  9.2376  14.8251
Si  4.2258  6.6269  14.7705
Si  6.8471  3.9437  14.9662
Si  9.5184  1.218  15.0197
Si  6.8126  9.3114  14.9558
Si  9.4869  6.6168  14.9316
Si  -0.2527  -0.5679  16.0584
Si  3.0768  2.8  16.4323
Si  -0.2847  5.1035  16.3303
Si  3.096  8.1271  16.0815
Si  5.199  -0.4694  16.2232
Si  8.3954  2.8401  16.3583
Si  5.2648  5.1043  16.2544
Si  8.3645  8.1463  16.332
Si  6.9058  -9.872  18.4833
Si  7.0093  -8.1305  22.4417
Si  34.348  30.5449  22.4757
Si  -25.9581  -1.4107  26.1246
Si  -1.4594  6.3292  22.8599
Si  -0.1683  2.6171  20.8089
Si  -9.9496  20.8849  18.7055
Si  3.2074  41.2211  24.9269
Si  -30.2764  49.7117  21.1026
Si  8.1211  0.3988  24.1095
Si  -23.0378  45.3898  26.3569
Si  -16.7766  12.328  20.9861
Si  5.4753  6.9428  21.3489
Si  9.7833  20.3287  22.534
Si  -14.8209  17.2992  18.6077
Si  -31.5762  25.5665  26.0095
Si  -4.0463  27.1132  23.7203
Si  -9.9319  15.2254  23.0196
Si  -28.1781  20.4976  22.497
Si  19.5262  37.2889  20.4398
Si  2.4025  12.3908  19.3346
Si  -1.6588  21.7689  20.1942
Si  -16.6749  28.4921  25.7546
Si  23.2177  17.7503  18.2837
O  -15.7423  1.4835  -8.4441
O  -12.9944  24.6697  -0.9948
O  0.6754  -10.9954  -10.8759
O  12.4719  14.9933  -3.6946
O  10.0529  11.4312  -0.9802
O  -3.8324  10.2294  -3.4601
O  1.1541  42.4477  -0.3905
O  8.7681  9.824  -6.8581
O  3.7902  7.0367  -3.3337
O  -29.6106  -2.0788  -1.6752
O  -1.3816  31.0582  -11.5111
O  -10.54  15.9172  -1.4138
O  -9.8186  41.056  -9.5333
O  11.1276  6.0185  -10.5942
O  -1.2395  23.1805  -7.321
O  23.8709  26.6106  -6.2131
O  -3.0877  7.5184  17.7532
O  -3.8099  3.7453  23.699
O  -20.2728  7.3389  21.7644
O  -11.7347  3.9044  20.0854
O  -5.0546  16.6965  17.613
O  9.5371  -3.965  27.6538
O  -9.8288  13.0777  19.8772
O  0.2831  35.6814  22.3282
O  0.4411  20.6151  22.152
O  7.5554  12.1741  22.8712
O  5.9329  0.1428  17.5454
O  8.1057  -21.6654  19.0582
O  2.3623  25.1055  26.896
O  27.7199  27.3738  25.0047
O  -17.7084  9.3108  16.7112
O  15.9551  21.8431  21.8449
O  2.7286  -8.7517  17.8833
O  -4.6353  -14.7271  19.927
O  -15.6104  5.866  22.3411
O  -4.9867  8.1086  25.8723
O  -18.7593  20.3051  21.8509
O  -15.9365  32.3073  26.9823
O  8.2626  38.7209  23.9359
O  -8.2216  7.0502  17.2477
O  9.421  21.3014  23.747
O  4.1698  -17.7905  16.7488
O  15.6491  17  27.213
O  4.2239  20.4672  24.1228
O  -9.0666  19.489  24.0925
O  -23.733  5.9114  21.3798
O  14.4342  12.6793  20.423
O  16.3546  30.1648  22.0797
O  -13.1669  23.2213  25.2003
O  -11.0544  38.1359  23.2467
O  -23.1379  -17.8268  16.8429
O  -30.4267  -0.117  19.2781
O  -2.9812  59.6344  19.1183
O  18.6749  36.1508  21.2194
O  -3.312  13.1398  17.6634
O  -1.1895  51.4517  22.9311
O  10.5294  10.2344  19.5717
O  -6.9294  17.3619  21.09
O  -10.8186  13.4428  25.8265
O  6.7051  4.285  27.8572
O  12.7828  6.0097  19.5725
O  -5.4237  13.4908  21.997
O  -28.59  12.3714  27.7172
O  -24.6466  19.8912  26.9568

Results
free energy: -118376.283 eV
free energy less fixed offsets of O -570.45, Si -639.56 eV per atom: -3.803 eV

Forces (eV/angstrom), in the order of the atoms: element, x, y, z
Si  -0.0041  0.0007  -0.0211
Si  -0.0001  0.0045  -0.0206
Si  -0.0026  -0.0035  -0.0192
Si  0.0058  0.0045  -0.0269
Si  0.0014  -0.004  -0.0214
Si  0.0015  0.002  -0.0204
Si  -0.0057  0.0037  -0.0237
Si  0.0009  0.0034  -0.0173
Si  0.0012  0.0001  -0.0033
Si  -0.0019  -0.0019  -0.0029
Si  0.0027  0.0003  0.0055
Si  -0.0016  -0.0016  -0.0023
Si  -0.0016  0.001  -0.0046
Si  0.0012  -0.0002  -0.0013
Si  0.0008  0.0006  -0.0041
Si  -0.0012  -0.001  0.0027
Si  0.0019  0.002  0.0014
Si  -0.0028  0.0015  -0.0036
Si  -0.0002  -0.0002  0.0045
Si  -0.0018  0.0009  0.0024
Si  0.0006  -0.0015  0.0063
Si  -0.0028  0.0005  0.0048
Si  0.0016  -0.0008  0.0007
Si  -0.0007  0.0032  -0.0003
Si  -0.0011  0.0001  0.0018
Si  0.0001  0.0011  0.0015
Si  -0.0005  -0.001  -0.001
Si  -0.0001  0.0005  -0.0008
Si  -0.0014  -0.0001  0.0026
Si  -0.0007  0.0009  0.0031
Si  -0.0014  -0.001  -0.0017
Si  0.0028  0.0011  0
Si  -0.0022  -0.0001  -0.0003
Si  0.0005  0.0021  0.0026
Si  -0.0008  -0.0008  -0.0007
Si  0.0006  -0.0002  0.0012
Si  0.0003  -0.0011  -0.0003
Si  0.0006  0.0007  0.0042
Si  -0.0018  0.0003  0.0002
Si  -0.0006  0.0019  0.0033
Si  0.0006  -0.0003  0.0007
Si  0.0006  -0.0002  -0.0013
Si  -0.001  0.0003  -0.0011
Si  -0.0007  0.0006  -0.0009
Si  -0.0003  0.0003  -0.0024
Si  -0.001  0.0003  -0.0005
Si  0.0004  -0.0009  -0.0001
Si  0.0006  -0.0011  -0.0012
Si  -0.0005  -0.0007  0.0013
Si  -0.0013  0.0004  0
Si  -0.0001  -0.0006  -0.0002
Si  -0.0002  0.0001  -0.0007
Si  0.0005  0.0005  0.0004
Si  -0.0002  0.0006  0.0013
Si  0.0005  -0.0017  0.0004
Si  -0.0006  0.0001  0.0005
Si  -0.0007  -0.0001  0.0009
Si  0.0004  0.0006  0.0006
Si  -0.0012  -0.0008  0.0028
Si  -0.0004  0.0007  0.0015
Si  -0.0007  -0.0011  0.002
Si  -0.0004  0.0007  0.0013
Si  0.0001  -0.0004  0.0009
Si  -0.0001  -0.0006  -0.0012
Si  -0.0007  -0.0008  -0.001
Si  0.0006  0  -0.0015
Si  -0.0012  -0.0001  0.0026
Si  -0.0002  -0.0006  -0.004
Si  -0.0005  0.0005  0
Si  0.0002  0.0004  -0.0006
Si  0.0002  -0.0011  -0.0017
Si  -0.0006  0.0007  0.0011
Si  -0.0001  -0.0011  0.0024
Si  0.0002  0.0006  -0.0019
Si  0.0013  -0.0011  0.0012
Si  0.0006  -0.0013  0.002
Si  0.0007  -0.0021  0.0001
Si  0.001  -0.0015  -0.0033
Si  0.0008  0  -0.0036
Si  -0.0003  -0.0006  0.0013
Si  0.0006  0.0002  -0.002
Si  0.0001  -0.0004  0.0025
Si  -0.0014  0.001  -0.0033
Si  -0.0017  -0.001  -0.0041
Si  -0.0005  -0.0006  -0.0004
Si  0.0001  -0.0012  -0.0017
Si  0.0008  0.0018  0.0039
Si  -0.0011  0.0001  0.0036
Si  0.0006  -0.0018  -0.0019
Si  0.0001  -0.0013  -0.0002
Si  0.0032  -0.0014  0.0004
Si  0.001  -0.0008  0.0021
Si  -0.0011  -0.0008  0.0006
Si  -0.0004  0.0012  -0.0061
Si  -0.001  -0.002  0.0007
Si  -0.0008  0  -0.0037
Si  0.0028  0.0022  0.0204
Si  0.0012  -0.0049  0.0202
Si  0.0001  0.0014  0.0148
Si  -0.0007  -0.0043  0.0198
Si  0.0026  0.0029  0.0195
Si  -0.0033  -0.003  0.0223
Si  0.0019  0.0018  0.018
Si  0.0002  -0.0014  0.0154
Si  0.0102  -0.003  0.0429
Si  -0.0033  0.0003  -0.0002
Si  -0.0009  0.0023  -0.0002
Si  -0.0039  -0.004  -0.0348
Si  -0.0003  0.0057  -0.0039
Si  -0.0004  0.0025  0.0143
Si  -0.0125  0.0059  0.0391
Si  -0.0021  0.0004  -0.0347
Si  0.0064  0.0057  0.0203
Si  0.0035  -0.0027  -0.0252
Si  -0.0063  -0.001  -0.042
Si  0.0057  -0.0044  0.0208
Si  -0.004  0.0003  0.0161
Si  0.0028  -0.0029  -0.0006
Si  0.0035  -0.0062  0.0376
Si  -0.0004  -0.0043  -0.0373
Si  0.0061  -0.0052  -0.0129
Si  -0.0062  0.0046  -0.016
Si  -0.0007  -0.0017  -0.0121
Si  0.0039  -0.0026  0.0261
Si  -0.0038  -0.0013  0.0361
Si  0.0074  -0.0052  0.0191
Si  0.005  -0.0011  -0.0357
Si  0.0077  -0.0033  0.0438
O  0.0139  -0.0103  -0.0192
O  -0.0104  0.009  0.0288
O  -0.0204  0.0006  -0.0243
O  0.001  -0.0038  0.0225
O  0.0109  -0.0095  0.025
O  -0.0065  -0.0041  0.0195
O  -0.0016  0.0002  0.0073
O  0.0005  0.0085  -0.0085
O  0.0029  -0.0015  0.0178
O  -0.0055  0  0.0346
O  -0.0023  -0.0007  -0.0147
O  -0.0059  0.0114  0.0187
O  0.0022  0.0006  -0.0223
O  -0.0049  -0.0106  -0.0237
O  0.0022  -0.0014  -0.0056
O  0.0001  0.0036  -0.0023
O  0.008  0.011  -0.0217
O  0.0019  -0.0003  0.0023
O  0.0018  -0.0023  -0.0018
O  0.0024  -0.0008  -0.0033
O  -0.0099  -0.0077  -0.0278
O  0.0016  0.0004  0.0141
O  0.0127  -0.0058  -0.01
O  0.0007  0.0014  -0.0017
O  -0.0019  -0.0003  0.0045
O  0.0007  -0.0006  0.007
O  -0.0058  -0.0128  -0.0238
O  -0.0031  0.0024  -0.0092
O  0.0072  -0.0057  0.023
O  -0.0088  0.0046  0.0169
O  0.0005  -0.0015  -0.0141
O  0.0006  0.0063  -0.0049
O  0.002  0.0114  -0.0362
O  0.0073  -0.0022  -0.0181
O  0.0031  0.0012  0.0029
O  0.0069  0.006  0.0137
O  -0.0006  0.0018  0.0039
O  -0.0105  0.0082  0.0226
O  -0.0031  0.0007  -0.0013
O  0.0029  0.008  -0.023
O  -0.0063  0.0038  0.01
O  -0.0002  0.0003  -0.0074
O  0.0053  -0.0091  0.0312
O  -0.0009  -0.0023  0.0135
O  0.0022  -0.0013  0.017
O  0.0001  -0.0042  -0.0062
O  -0.0031  -0.0024  -0.0167
O  0.0003  -0.0004  0.0001
O  0.0103  0.0092  0.022
O  0.0001  -0.0035  0.0031
O  0.0016  -0.0002  -0.0097
O  -0.0013  -0.0021  -0.0118
O  -0.0044  0.0053  -0.0171
O  0.0045  0.0041  -0.0036
O  0.0099  0.0073  -0.0199
O  -0.0001  0.0005  0.0018
O  0.0157  -0.0003  -0.0202
O  -0.0034  0.0018  -0.008
O  0.0002  -0.0021  0.0097
O  0.0016  -0.0026  0.0171
O  -0.0057  0.0109  -0.0302
O  0.0023  -0.003  -0.0015
O  -0.0002  0.0005  0.0159
O  0.0074  -0.0076  0.0204

The program warned: the cutoff lies below the one the program advises for these potential files; the forces do not sum to zero within the program's tolerance; empty levels may hold ghost states of the PAW files; the exchange-correlation potential is rough where the density is thin.
